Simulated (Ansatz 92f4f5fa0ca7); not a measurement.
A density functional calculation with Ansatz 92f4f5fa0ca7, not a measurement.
Periodic cell of 220 atoms, Si132O88, from a study of silicon, its oxide and their interface. The atomic structure is a simulated model.
This geometry differs little from another in the collection (a relaxation step or a small displacement).

Settings: functional r2SCAN; potential files Ansatz PAW; basis plane waves; wave-function cutoff 800 eV; density cutoff ratio 5; exchange-correlation grid ratio 1; k mesh 1 x 1 x 1, shifted by 0.5 0.5 0 of a step; self-consistency stop 1e-10 eV per atom in the density residual; occupations fixed; spin none; net charge 0.

Cell vectors (angstrom)
a 10.888 0 0
b 0 10.888 0
c 0 0 31.7199

Atoms and the computed forces on them: element, x, y, z (angstrom), force x, y, z (eV/angstrom)
Si 0.0616 0.4682 -0.2489 -0.0029 -0.0038 0.1068
Si 3.6619 2.1599 0.0187 -0.0059 -0.013 0.0555
Si -0.3222 5.6747 0.0416 -0.0129 0.0159 0.0664
Si 2.9937 8.059 0.1864 0.0043 -0.0199 0.0729
Si 5.1477 0.2166 0.1421 -0.0114 0.0216 0.0468
Si 8.4658 2.5224 0.1205 0.0003 -0.002 0.0717
Si 5.0833 5.6646 0.0947 0.0067 0.0086 0.0615
Si 8.3851 7.8997 0.0714 0.0068 -0.0154 0.06
Si 1.6336 1.4804 1.129 0.0027 0.0018 -0.0074
Si 4.1502 4.0004 1.4454 0.0004 0.0008 -0.0057
Si 1.3321 6.8099 1.3179 -0.001 -0.0014 -0.0063
Si 4.1287 9.5495 1.5458 0.0006 -0.0004 -0.0028
Si 6.8468 1.3273 1.3517 0.0017 -0.0027 -0.0035
Si 9.5162 4.1351 1.4393 0 0.0009 -0.0031
Si 6.7836 6.741 1.3128 0.0013 -0.0013 -0.0043
Si 9.5467 9.3053 1.5028 -0.0037 -0.0026 0.006
Si 0.1423 2.7466 2.6107 -0.0016 -0.0012 -0.0002
Si 2.681 0.0344 2.7272 0.0013 -0.0005 -0.0004
Si 0.049 8.0624 2.8585 -0.0027 -0.0008 -0.0023
Si 2.6776 5.3842 2.6887 0.0007 0.0001 0.0003
Si 5.55 2.7028 2.7902 0.0006 -0.0009 0.0004
Si 8.2164 -0.0458 2.7082 0.0032 0.0006 -0.0012
Si 5.5274 8.1409 2.7649 -0.0007 -0.0005 0.0001
Si 8.1121 5.4258 2.7737 -0.0008 0.0011 -0.0005
Si 1.3691 4.0692 4.1081 0.0015 -0.0007 -0.0007
Si 4.095 1.3602 4.0775 0.0002 0.0001 0.0002
Si 1.3714 9.531 4.1145 -0.0015 -0.0017 -0.0004
Si 4.0852 6.7658 4.0379 -0.0001 0.0011 -0.0007
Si 6.8369 4.0612 4.1692 0.0003 -0.0004 -0.0008
Si 9.6178 1.3645 3.9903 -0.002 -0.0015 0.0013
Si 6.8587 9.5152 4.1174 -0.0011 0.0004 -0.0013
Si 9.5074 6.7478 4.1448 0.0008 0.0006 -0.0005
Si 0.0034 0.0046 5.4368 -0.001 0.0003 -0.0004
Si 2.7526 2.7185 5.4508 -0.0002 -0.0003 -0.0004
Si -0.0088 5.3999 5.4762 -0.0009 0.0002 0.0001
Si 2.7506 8.1538 5.4297 -0.0006 -0.0014 -0.0007
Si 5.4457 -0.0088 5.4391 -0.0009 -0.001 -0.0005
Si 8.2419 2.6891 5.4323 0.0014 -0.0011 -0.0001
Si 5.4282 5.4307 5.4498 -0.0001 -0.0002 -0.0006
Si 8.1847 8.1566 5.4814 -0.0001 -0.0004 -0.0003
Si 1.3742 1.3545 6.7899 -0.0001 -0.0007 -0.0011
Si 4.0867 4.0828 6.8202 -0.0006 -0.0008 -0.0011
Si 1.3545 6.8061 6.7925 -0.0006 -0.0006 -0.0011
Si 4.0835 9.525 6.805 -0.0005 0.0003 -0.001
Si 6.8143 1.3642 6.7847 -0.0005 0.0001 -0.0014
Si 9.5367 4.0589 6.8385 -0.0004 0 -0.0007
Si 6.7883 6.8007 6.802 0.0002 -0.0008 -0.0012
Si 9.5276 9.542 6.8097 0.0001 0.0001 -0.0007
Si 0.0255 2.7079 8.1579 -0.0003 -0.0002 -0.0002
Si 2.699 -0.0115 8.1686 0.0001 -0.0006 -0.0008
Si -0.0217 8.1633 8.1588 -0.0003 -0.0004 -0.0003
Si 2.7172 5.4438 8.1531 -0.0008 -0.0001 -0.0002
Si 5.4597 2.736 8.173 -0.0004 -0.0004 -0.0006
Si 8.1464 -0.0003 8.1529 -0.0008 -0.0002 -0.0002
Si 5.4384 8.1712 8.1504 -0.0002 -0.0004 -0.0001
Si 8.1509 5.4458 8.1621 0 -0.0004 -0.0005
Si 1.3605 4.0845 9.5138 -0.0005 -0.0008 -0.0016
Si 4.0589 1.3763 9.5062 -0.0007 0.0002 -0.0013
Si 1.3053 9.5215 9.5315 0 -0.0001 -0.0003
Si 4.0661 6.8259 9.4918 -0.0002 -0.0002 -0.0008
Si 6.8084 4.1157 9.552 -0.0003 -0.0002 0.0001
Si 9.5109 1.3774 9.4782 -0.0002 -0.0004 -0.0003
Si 6.7891 9.5229 9.5128 -0.0001 -0.0007 -0.0015
Si 9.483 6.8246 9.5349 -0.0005 0.0002 -0.0004
Si -0.0994 0.0049 10.8622 0.0001 -0.0006 0.0002
Si 2.7025 2.7342 10.8978 0 -0.0011 -0.0011
Si -0.0282 5.4377 10.8417 -0.0002 -0.0003 -0.0009
Si 2.668 8.1322 10.8515 -0.0007 -0.0007 -0.0011
Si 5.4136 -0.0018 10.8316 -0.0005 0 -0.002
Si 8.2081 2.7422 10.869 0.0001 0.0009 0
Si 5.4411 5.5263 10.8774 0.0001 -0.0001 0
Si 8.1192 8.1892 10.9315 0.0002 0.0001 -0.0013
Si 1.2635 1.3438 12.1939 -0.0023 0.0016 0.0012
Si 4.0785 4.1732 12.1893 -0.0022 0.0018 0.0008
Si 1.2946 6.774 12.22 -0.001 0.0001 0.0002
Si 4.0147 9.5214 12.149 0.0018 -0.0004 -0.0004
Si 6.8084 1.3678 12.1354 0.0002 -0.0022 -0.0005
Si 9.578 4.0907 12.2642 0.0011 -0.0002 0.0008
Si 6.7538 6.8691 12.3394 -0.0001 -0.0009 0.0011
Si 9.4138 9.6058 12.2987 -0.0004 0.0005 0.0012
Si 0.0196 2.6843 13.6776 -0.0004 0.0001 -0.0042
Si 2.6307 -0.0285 13.4864 0.0001 -0.0012 -0.0033
Si -0.0377 8.2286 13.5278 0.0008 -0.0009 -0.0036
Si 2.6638 5.4188 13.6093 0 -0.0014 -0.0018
Si 5.507 2.7992 13.4177 0.0005 0.0007 -0.0018
Si 7.9858 0.0592 13.7014 -0.0021 0.0007 -0.0038
Si 5.3023 8.2741 13.6591 -0.001 0.0017 -0.0049
Si 8.1941 5.4545 13.6032 0.0001 0.0007 -0.0045
Si 1.7918 3.6575 14.9594 -0.009 0.0029 0.0727
Si 4.0429 1.4491 14.5681 -0.0047 0.0043 0.0336
Si 1.5292 9.3101 14.9026 -0.0133 0.0092 0.0631
Si 3.7087 7.0589 14.9146 0.0048 -0.0111 0.0573
Si 7.0356 3.8594 14.8654 -0.008 0.0078 0.062
Si 9.2151 1.6148 14.9591 0.0112 -0.0078 0.0659
Si 6.1442 10.0654 14.999 0.004 -0.0084 0.0634
Si 9.4995 6.9246 14.8806 0.003 0.0009 0.0698
Si 29.4087 -11.3208 21.192 -0.0151 0.0144 0.1478
Si -2.7039 -1.0622 27.1263 -0.0094 0.0092 0.1586
Si 4.3822 15.7309 26.6251 -0.0252 -0.0057 0.1586
Si 21.2345 13.6846 24.8105 0.0204 0.009 0.1799
Si 13.3246 0.7712 27.4242 -0.023 -0.0013 0.1426
Si 9.5396 5.7318 20.9572 -0.0233 0.0092 0.177
Si -1.1488 14.4359 18.9996 -0.0308 -0.0105 0.1379
Si 11.6517 19.9115 23.683 -0.0083 -0.0107 0.1839
Si -13.5836 12.8517 29.0847 -0.001 0.0018 0.1603
Si 0.7396 11.2051 19.9976 -0.007 -0.0237 0.1756
Si 5.2706 2.5993 21.6101 -0.0038 -0.0143 0.1903
Si 13.5442 -1.5566 29.0542 -0.0031 -0.0021 0.1526
Si 4.22 14.9874 29.5046 0.0139 -0.0165 0.1589
Si 0.2652 22.1178 17.0515 0.0136 0.0167 0.1556
Si 10.0467 0.6081 22.518 0.0225 0.0082 0.1902
Si 4.7546 -0.4401 22.1851 -0.0248 0.0004 0.1632
Si -9.6689 15.9361 29.2619 -0.0035 -0.0084 0.1454
Si 9.5841 7.6129 25.6233 -0.0099 0.0312 0.1709
Si -7.2223 18.6014 26.8531 -0.0142 -0.0111 0.1365
Si 13.1945 19.6552 21.1969 0.0191 0.0032 0.1613
Si 7.1267 23.778 19.5465 -0.0075 -0.0217 0.1368
Si 16.4269 -16.1142 17.025 -0.0002 -0.0141 0.1338
Si 19.9044 19.1022 19.5636 0.012 -0.0076 0.1523
Si -4.7232 3.5871 24.3687 0.0031 0.0084 0.1947
Si -6.2859 25.271 18.9597 0.0076 -0.0458 0.1441
Si -0.3194 0.3866 28.4364 0.0036 0.0075 0.1354
Si -9.9758 7.5479 27.692 0.026 0.0024 0.1399
Si -10.0537 17.8857 19.5392 0.0105 0.0278 0.1448
Si -3.1696 1.8531 26.2625 -0.0048 -0.0238 0.1696
Si 12.6261 36.1696 26.8062 0.0143 0.018 0.1443
Si 12.6726 -19.4585 18.464 0.0122 -0.0027 0.1359
Si 11.0976 16.1783 17.0831 -0.0114 0.0044 0.1538
Si -3.4595 -13.6061 16.9356 0.0281 -0.0041 0.1442
Si -3.8887 20.8664 29.7374 -0.0202 -0.0138 0.1465
Si 14.2831 -0.8573 25.0042 0.0007 -0.0057 0.1963
Si 8.839 16.1124 23.9015 -0.0066 -0.0218 0.1788
O 0.3535 0.1755 -1.8173 -0.0128 -0.005 -0.1099
O -1.4889 -6.6703 -11.2841 0.0104 -0.0297 -0.0839
O 11.1829 -6.1561 -1.166 0.0324 -0.0128 -0.0902
O -7.6018 11.1852 -5.5837 0.0222 -0.0334 -0.1045
O -1.4212 6.7841 -0.5182 0.0054 -0.0027 -0.033
O -3.0902 8.8591 -1.1201 -0.0198 0.0385 -0.0757
O 16.1447 3.2026 -8.6196 -0.0233 -0.029 -0.1348
O -8.2799 13.2476 -4.1647 -0.0057 0.0044 -0.0509
O 11.2832 3.0308 -12.7557 0.0144 0.0025 -0.0534
O 16.1964 4.4644 -6.3294 0.0488 -0.028 -0.1025
O 14.9665 30.4918 -6.0584 -0.0019 0.042 -0.0877
O -11.6908 26.0207 -7.5509 -0.0166 0.0296 -0.0669
O 4.0555 6.8944 -0.2606 -0.0028 0.0008 -0.0346
O 8.0419 13.9002 -1.4038 -0.0004 -0.0144 -0.0945
O -2.438 7.8455 15.7289 0.0232 -0.0162 -0.0665
O 7.2649 0.4124 19.8486 -0.003 0.0263 -0.0713
O 2.6002 -2.7159 15.4216 0.0019 0.0003 -0.0298
O 3.7769 9.3943 21.4242 -0.0218 -0.0159 -0.0612
O -0.3284 17.1403 15.9239 -0.025 0.0277 -0.0792
O -0.2396 1.0263 21.0736 0.031 0.0029 -0.1138
O 10.612 -2.73 19.2515 -0.0032 0.0013 -0.0491
O 21.5718 18.9476 24.5336 0.0398 0.0264 -0.095
O 18.3417 4.4142 23.8891 0.0146 0.0113 -0.0598
O 1.3205 -0.9786 20.6919 -0.0228 0.0343 -0.074
O 3.0425 13.4928 15.2674 0.0084 -0.0077 -0.035
O 11.6927 15.086 27.9472 0.0077 -0.0287 -0.089
O 9.77 4.6266 17.7771 0.02 0.025 -0.0793
O 33.5227 -7.9924 25.6106 -0.0528 -0.0115 -0.0922
O 3.1563 3.1441 18.3054 -0.0178 0.0035 -0.0503
O 1.2288 9.0097 28.3177 -0.0164 -0.0171 -0.0569
O -12.1385 12.2938 31.6056 0.003 -0.0128 -0.0359
O 8.2351 -2.2504 18.2392 -0.043 -0.0021 -0.1124
O 1.2146 15.0933 16.4135 0.0247 -0.0198 -0.0861
O 15.4895 -15.3545 26.8629 0.005 0.001 -0.0446
O -10.0578 9.951 16.2451 0.0217 -0.033 -0.0796
O -2.4382 0.4335 22.3075 -0.0264 -0.0175 -0.0757
O 10.8199 0.0031 18.6133 -0.011 0.0024 -0.116
O 2.9705 10.8932 28.757 -0.0052 0.0213 -0.0721
O -8.0544 15.4342 26.2438 0.0055 0.0032 -0.0534
O 19.3412 8.697 26.0158 0.0195 -0.0375 -0.0751
O 31.3261 20.9901 27.9706 -0.0214 -0.0184 -0.0622
O 17.1516 -6.3658 16.1389 0.0246 -0.0208 -0.0726
O 20.61 12.6565 28.5836 0.0075 -0.0057 -0.0529
O -0.2054 20.9994 23.0199 -0.0238 0.0351 -0.0749
O 34.5143 20.6401 24.6265 -0.0368 -0.0145 -0.084
O 8.1342 13.6565 15.4363 -0.0024 0 -0.0348
O -13.1623 -1.6401 20.7431 0.017 -0.0373 -0.0755
O -15.2484 -1.4657 16.4589 -0.0209 0.0251 -0.0707
O 9.1571 13.3245 25.8345 0.0379 0.0222 -0.0822
O 17.8905 -1.4404 28.1963 0.0257 -0.004 -0.0997
O 1.6335 29.9927 22.5754 0.0302 -0.0078 -0.1142
O 0.9894 17.4969 28.9922 -0.0018 0.0315 -0.0735
O -6.224 22.8634 21.6421 0.006 0.0269 -0.0577
O 1.4268 12.3712 17.1127 -0.0136 -0.0176 -0.0747
O -4.6134 -11.8332 21.9253 0.0307 0.002 -0.0576
O 15.2898 14.3935 20.5801 -0.0164 0.0212 -0.1063
O 28.3451 17.7523 17.3368 -0.0073 -0.0013 -0.0479
O 9.0715 16.8066 22.477 0.0232 0.0191 -0.1489
O 8.5095 13.3846 18.8451 0.0229 0.013 -0.0529
O -0.5054 18.2017 26.9992 -0.0401 0.0002 -0.0883
O 3.7799 -2.4595 28.3094 0.0122 -0.022 -0.0839
O 21.9904 17.0078 20.7575 0.0171 0.011 -0.0697
O 6.6153 24.0348 25.1712 -0.0258 0.0274 -0.0878
O 3.9334 2.6427 30.1736 0.0057 0.0356 -0.087
O -11.1463 9.9257 32.1418 0.0076 0.0262 -0.0329
O -9.8379 6.1114 18.206 -0.0068 -0.0366 -0.0984
O 9.8355 0.9299 16.3223 -0.0332 0.0181 -0.0798
O -2.2683 17.6067 20.0563 -0.0055 0.0252 -0.0633
O -6.6139 6.3046 16.2542 -0.0265 0.0245 -0.0688
O 2.0248 1.2389 19.6535 0.0041 0.0275 -0.0688
O 7.7538 0.2489 26.3054 -0.0019 0.0267 -0.0635
O -5.08 13.2956 18.6529 -0.0183 0.0149 -0.0617
O -6.12 4.0524 27.9901 0.0045 0.018 -0.1154
O 5.3286 4.9224 30.3725 -0.0157 -0.0214 -0.0781
O -12.9807 28.1055 25.0739 -0.009 -0.0403 -0.0807
O 6.7995 13.52 21.0278 0.0225 -0.0039 -0.0883
O 2.5659 8.9587 30.6103 -0.0079 0.0271 -0.1143
O -14.0551 22.3138 29.7059 0.015 0.0156 -0.0624
O 2.2472 -3.2817 20.0636 -0.0211 -0.0317 -0.0727
O -5.8342 0.3756 15.379 -0.0057 0.0051 -0.0292
O -16.2081 -11.4792 30.4555 0.0276 -0.0215 -0.0728
O 0.8259 22.3255 27.3107 0.0216 0.0058 -0.0605
O -5.8373 4.9432 18.3934 0.015 0.0453 -0.0834
O 2.1112 29.0364 26.6409 0.0121 0.0011 -0.0577
O 10.4058 12.6028 23.6276 -0.0093 -0.0532 -0.1098
O -8.0992 4.861 29.5765 -0.0167 0.0041 -0.0549
O 15.1982 10.4669 23.7517 0.0402 0.0132 -0.137
O -3.5335 13.2817 27.7653 -0.0071 -0.0019 -0.1094

Results
free energy: -134623.658 eV
free energy less fixed offsets of O -570.45, Si -639.56 eV per atom: -2.138 eV

The program warned: the cutoff lies below the one the program advises for these potential files; the forces do not sum to zero within the program's tolerance; empty levels may hold ghost states of the PAW files; the exchange-correlation potential is rough where the density is thin.
